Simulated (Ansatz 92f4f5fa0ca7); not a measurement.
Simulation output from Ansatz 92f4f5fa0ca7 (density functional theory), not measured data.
Periodic cell of 193 atoms, Si117O76, from a study of silicon, its oxide and their interface. The atomic structure is a simulated model.

Settings: functional PBE; potential files Ansatz PAW; basis plane waves; wave-function cutoff 700 eV; density cutoff ratio 5; exchange-correlation grid ratio 2; k mesh 2 x 2 x 1, shifted by 0.5 0.5 0.5 of a step; self-consistency stop 5e-08 eV per atom in the density residual; occupations Fermi-Dirac, 0.05 eV; spin none; net charge 0.

Cell vectors (angstrom)
a	11.5983	0	0
b	0	11.5983	0
c	4.6241	4.4052	25.5745

Atoms: element, x, y, z (angstrom)
Si	1.9459	4.4455	-3.7271
Si	11.293	1.2881	-0.8985
Si	11.0822	10.552	-0.5812
Si	3.4955	1.191	-0.8431
Si	4.9268	4.8167	-4.4292
Si	1.3225	10.0333	0.8409
Si	9.1695	2.247	-0.9312
Si	7.4402	6.8161	-0.4694
Si	7.2378	9.2433	-0.4078
Si	1.479	2.1078	0.4405
Si	0.347	6.1896	0.6209
Si	3.3805	10.3147	-0.2915
Si	5.6876	2.3251	1.028
Si	5.1279	4.4445	1.9235
Si	5.3613	10.0732	0.934
Si	8.1206	2.3348	1.0907
Si	9.3872	6.2297	0.8621
Si	9.1309	10.0655	0.7519
Si	1.1536	4.1956	1.7934
Si	1.1869	8.0147	2.0276
Si	1.3182	12.0112	2.1259
Si	5.2744	6.5374	0.5057
Si	5.2372	8.1347	2.234
Si	5.2674	12.0091	2.3083
Si	8.9367	4.294	2.1674
Si	9.1749	8.1611	2.2045
Si	8.9464	11.9797	2.1852
Si	10.9459	4.1634	3.4189
Si	11.0304	8.1355	3.6153
Si	10.9546	12.0481	3.5015
Si	3.1253	4.3279	3.2496
Si	3.1811	8.0941	3.3956
Si	3.2135	12.0344	3.5138
Si	6.9895	4.3725	3.476
Si	7.2073	8.0875	3.5515
Si	7.1498	11.9081	3.6703
Si	10.9001	2.3546	4.9252
Si	10.988	6.1003	4.8708
Si	10.9809	10.1013	4.9089
Si	3.1248	2.4444	4.7869
Si	3.2091	6.1787	4.7474
Si	3.1801	10.0478	4.7807
Si	7.0294	2.375	4.7994
Si	7.1869	6.1808	4.9512
Si	7.1929	9.9753	4.9516
Si	1.2292	14.1089	6.3257
Si	1.354	6.2001	6.1977
Si	1.3137	10.1349	6.2447
Si	5.0826	13.9624	6.1293
Si	5.1524	6.2198	6.1325
Si	5.1485	10.0575	6.0686
Si	8.9083	13.8762	6.2346
Si	9.118	6.0531	6.3895
Si	9.0936	9.9782	6.3511
Si	1.3373	4.4852	7.8327
Si	1.3273	8.1441	7.5399
Si	1.2244	12.1078	7.5782
Si	5.056	4.2953	7.4858
Si	5.2186	8.1868	7.4416
Si	5.1618	11.9607	7.4283
Si	9.0063	4.0502	7.7786
Si	9.1315	8.0273	7.731
Si	9.0134	11.9559	7.6698
Si	11.4702	5.4017	9.5785
Si	11.1165	7.8938	9.0514
Si	10.9608	12.1657	9.0509
Si	3.3085	4.4114	9.1239
Si	3.3264	8.1461	8.8012
Si	3.2432	12.1125	8.7591
Si	6.9389	4.171	8.8784
Si	6.9527	10.0892	10.4864
Si	6.986	11.9488	8.9617
Si	9.9105	14.359	12.4712
Si	11.3731	5.2113	12.5827
Si	11.0635	9.972	10.4587
Si	3.8551	13.9332	10.1495
Si	4.1009	6.4079	10.2563
Si	3.2629	10.15	10.0125
Si	6.2438	13.8738	10.152
Si	6.4797	6.1389	10.0713
Si	7.0565	8.1595	8.96
Si	3.1102	12.5186	12.7903
Si	10.5397	3.134	9.4273
Si	1.6067	10.1489	11.693
Si	7.2293	13.8632	13.2578
Si	3.7152	8.2743	12.6984
Si	4.8456	10.1266	11.734
Si	9.2519	11.8361	13.8406
Si	8.4515	6.562	12.4891
Si	9.0141	9.6728	11.7084
Si	3.3776	9.7022	17.5478
Si	8.5566	12.5406	24.3972
Si	9.1129	5.1459	21.901
Si	16.1047	6.7568	21.6398
Si	2.5896	6.8343	17.3391
Si	17.3951	10.8558	23.9474
Si	9.7728	5.2031	17.0592
Si	8.0659	2.5728	17.7592
Si	13.8054	13.5979	20.2373
Si	12.4464	5.3005	15.361
Si	13.6821	8.4991	22.4047
Si	9.4067	6.8866	19.474
Si	11.8916	10.8348	22.7014
Si	5.8403	15.0079	15.6755
Si	1.5082	12.1909	17.5205
Si	7.2748	6.2572	15.4527
Si	12.23	5.9764	22.1571
Si	16.1092	13.1973	22.3076
Si	9.9525	11.704	16.9298
Si	8.484	9.5582	18.4755
Si	2.7876	14.2978	15.4899
Si	5.8257	10.5667	19.2806
Si	4.7793	7.8558	15.7028
Si	2.6802	16.6247	19.9232
Si	6.8477	13.262	20.3482
Si	9.1775	13.498	22.2132
Si	11.5011	13.1344	22.1779
O	18.834	11.6193	23.9627
O	4.9376	1.9363	-0.4438
O	8.305	1.2515	-1.9684
O	9.6726	2.9885	10.8761
O	8.5619	14.8365	13.2899
O	10.1489	12.784	12.8392
O	12.1446	5.4324	11.1608
O	9.8678	5.7874	12.4191
O	3.1778	13.7109	11.6647
O	3.6947	6.8777	11.8143
O	2.1628	8.919	12.7065
O	7.72	12.4302	13.885
O	6.7525	13.7428	11.7266
O	7.3614	5.9256	11.4701
O	8.6249	6.113	16.3497
O	9.4404	10.1835	17.3041
O	17.5765	9.3482	23.2885
O	10.6899	5.491	22.162
O	4.2641	14.7852	16.0526
O	17.5723	7.4078	21.3646
O	10.2534	7.8934	20.4545
O	5.9255	5.5965	-3.4158
O	15.0159	7.9959	21.6003
O	17.382	13.8235	21.4623
O	2.7946	15.0181	19.6694
O	9.3221	3.7888	-1.5772
O	4.383	9.3211	16.314
O	11.2202	3.6086	12.9341
O	4.247	7.8096	14.1706
O	12.3496	13.8035	20.9411
O	1.4435	6.5554	16.2178
O	12.1568	5.86	13.851
O	2.997	13.327	14.2052
O	4.0453	6.6939	16.6083
O	4.3156	10.2431	18.77
O	2.3096	10.8378	17.0892
O	4.424	11.5117	12.667
O	14.8582	12.9729	21.2958
O	11.039	4.8638	16.0923
O	1.8959	15.6491	15.2458
O	9.1046	3.7959	17.5127
O	11.4875	11.9606	17.4381
O	9.2013	10.3447	13.2197
O	6.0942	9.9407	20.7432
O	7.424	14.3425	19.2588
O	6.0512	12.1665	19.4344
O	2.3758	17.3163	18.488
O	8.6658	5.7858	20.4486
O	8.9186	12.7809	17.6114
O	7.7598	6.4432	13.9347
O	6.9333	10.0008	18.2145
O	10.2913	6.0382	18.3807
O	12.4012	7.5901	21.9499
O	1.7733	11.5764	12.5649
O	6.0269	14.4536	14.1575
O	4.0791	17.2661	20.488
O	9.0873	10.1651	19.8817
O	1.9633	13.4421	16.5965
O	6.8208	2.596	16.698
O	2.5178	8.3556	17.9583
O	1.9723	12.5423	19.0319
O	8.937	3.5246	21.9726
O	8.7921	8.0863	12.0728
O	6.2878	4.9762	15.6963
O	15.6822	14.231	23.4846
O	11.8499	14.055	23.5272
O	13.044	16.8398	20.9533
O	3.574	4.3659	-3.6277
O	8.1573	12.6995	21.1714
O	3.5156	1.347	-2.5024
O	9.9305	11.827	15.3105
O	16.4051	11.7374	22.981
O	13.2821	10.0614	22.1515
O	16.191	5.9729	23.0496
O	6.3875	7.5847	15.8251
O	8.4495	7.911	18.5984

Results
free energy: -117609.118 eV
free energy less fixed offsets of O -569.03, Si -635.61 eV per atom: 3.532 eV
pressure: -1.18 GPa
stress xx, yy, zz, yz, xz, xy (GPa, positive in tension): 1.51, 1.81, 0.23, 0.07, 0.18, -0.32

Forces (eV/angstrom), in the order of the atoms: element, x, y, z
Si	0.0461	0.1084	-0.449
Si	0.0434	0.4143	-0.3779
Si	0.2067	-0.6204	-0.1056
Si	0.1162	-0.1026	-0.3139
Si	0.0592	0.0195	-0.236
Si	-0.0378	0.2082	-0.1001
Si	-0.3229	-0.0253	0.2444
Si	-0.0854	-0.0964	-0.0628
Si	0.063	0.2728	-0.4114
Si	0.1009	-0.1477	0.184
Si	-0.0527	0.0168	-0.073
Si	-0.2634	-0.0248	0.1332
Si	0.0188	-0.1791	-0.336
Si	-0.2277	0.1545	-0.0188
Si	0.0823	0.0537	0.0768
Si	0.1121	0.0731	0.0065
Si	0.1912	-0.0443	0.0553
Si	0.103	0.0453	0.1029
Si	0.0648	-0.0057	-0.0026
Si	-0.0088	-0.1039	0.0866
Si	-0.18	-0.0597	0.0223
Si	0.2685	0.1683	0.2017
Si	-0.0225	-0.0084	0.0688
Si	0.1375	-0.2236	0.2212
Si	-0.0135	-0.0232	-0.0632
Si	-0.0554	-0.0377	0.0647
Si	0.0079	0.0727	-0.1231
Si	-0.1449	-0.0397	-0.0053
Si	-0.0674	-0.0781	0.0766
Si	0.0803	0.0487	0.002
Si	0	-0.0604	-0.1155
Si	-0.1301	-0.0707	-0.06
Si	-0.1187	-0.0481	-0.0489
Si	0.2036	0.144	-0.0398
Si	0.0956	0.039	-0.0681
Si	-0.0345	0.1369	0.0179
Si	-0.0215	-0.0042	0.0594
Si	0.0695	0.0728	-0.0082
Si	-0.036	0.0231	-0.0772
Si	0.0258	-0.0029	0.0455
Si	0.0443	0.1125	-0.0043
Si	-0.0496	-0.0181	-0.0518
Si	0.0547	-0.056	0.0926
Si	-0.1404	-0.1373	0.1384
Si	-0.1108	0.057	0.0393
Si	-0.1336	-0.0144	-0.0641
Si	0.0791	-0.0547	-0.0848
Si	-0.0425	0.08	0.0682
Si	-0.0285	0.0176	-0.0401
Si	0.0139	-0.0092	-0.0167
Si	0.0877	-0.0973	0.0778
Si	0.0527	0.1639	-0.0864
Si	0.0345	-0.0986	-0.0831
Si	0.1093	-0.0088	0.0845
Si	-0.0096	0.311	-0.1923
Si	-0.0009	-0.2239	0.0421
Si	0.1243	0.0124	0.001
Si	0.0954	-0.0788	0.0822
Si	-0.0763	-0.037	0.0779
Si	-0.0994	0.1504	-0.1367
Si	0.0756	-0.284	-0.3009
Si	-0.0907	0.1093	0.092
Si	-0.1757	0.1305	0.0893
Si	0.407	-0.7332	0.6035
Si	-0.1606	0.1681	-0.3505
Si	0.0863	-0.1662	-0.4411
Si	0.3822	-0.0982	0.089
Si	0.1418	-0.0589	0.1481
Si	0.0842	0.0141	0.0823
Si	-0.269	-0.0111	0.1281
Si	0.0618	-0.029	-0.0393
Si	-0.0402	0.0076	0.0457
Si	0.0753	0.1146	-0.0294
Si	0.0956	-0.1772	0.0905
Si	0.1333	0.1061	0.5116
Si	-0.4429	-0.0953	0.0616
Si	-0.5383	0.0488	0
Si	-0.0579	0.0925	-0.0079
Si	0.4459	0.0314	0.1345
Si	0.6303	0.0534	0.032
Si	-0.0185	0.026	0.0938
Si	-0.006	0.0724	0.0677
Si	-0.6022	0.6929	0.6785
Si	0.0883	0.0742	0.0182
Si	0.0396	0.1151	0.1161
Si	-0.1917	-0.0808	0.0708
Si	-0.0068	0.5121	-0.1042
Si	-0.0415	0.1575	0.1146
Si	-0.1104	0.0173	-0.0593
Si	-0.1438	-0.1244	0.213
Si	-0.0523	-0.0213	0.0204
Si	-0.2306	-0.0631	-0.4314
Si	0.0495	0.0062	-0.1071
Si	-0.1498	-0.1966	-0.2579
Si	-0.034	-0.0999	0.0565
Si	-0.1239	-0.0823	0.3447
Si	0.0833	-0.015	0.0939
Si	-0.0582	0.1331	-0.0621
Si	0.0109	0.2575	-0.3899
Si	-0.0206	-0.0873	0.267
Si	0.0767	-0.286	-0.2092
Si	0.0621	-0.0502	-0.3588
Si	0.0745	-0.0043	0.1071
Si	-0.0861	0.0954	0.2722
Si	0.0152	0.1133	-0.0954
Si	-0.1091	-0.162	0.3531
Si	0.1236	-0.0785	-0.1612
Si	0.0395	0.1308	-0.065
Si	-0.0096	-0.0413	0.0954
Si	-0.0456	-0.0546	-0.1757
Si	0.09	0.2441	0.3375
Si	0.0586	-0.068	-0.2451
Si	0.1053	-0.1178	0.3223
Si	0.0702	-0.025	-0.1712
Si	0.0427	-0.0261	-0.2926
Si	0.3797	-0.2877	-0.3243
Si	-0.1712	0.238	-0.3724
O	0.1503	-0.0159	0.1442
O	-0.1124	0.0196	0.3568
O	0.1744	0.0705	0.0253
O	-0.1258	-0.3602	-0.2164
O	0.0121	0.0224	-0.0753
O	0.0298	-0.0956	-0.0478
O	0.1743	0.2807	-0.454
O	-0.0816	0.0363	0.0444
O	0.2386	-0.0233	-0.1941
O	0.1503	-0.0862	-0.1173
O	0.0147	-0.1292	-0.0055
O	0.0068	-0.1228	-0.0683
O	-0.2013	-0.116	-0.2006
O	-0.1891	0.0964	-0.0881
O	-0.0756	0.0304	-0.151
O	-0.0144	0.0299	0.0288
O	-0.0166	0.0336	0.1628
O	-0.0607	0.0129	0.0222
O	-0.0487	-0.0728	-0.1084
O	0.0441	0.049	0.1544
O	-0.0428	0.1105	0.1648
O	0.1895	0.0585	0.0925
O	-0.0746	0.1651	0.0686
O	-0.1145	-0.0283	0.1516
O	-0.0109	-0.1093	0.1303
O	-0.0849	-0.0792	0.0559
O	-0.0128	-0.0103	-0.1035
O	-0.0172	0.0363	-0.0412
O	-0.1266	-0.0217	-0.1093
O	0.0225	0.093	0.0722
O	-0.0314	0.0388	-0.1504
O	-0.0097	0.0784	-0.1516
O	0.0637	-0.2637	-0.3436
O	0.0388	0.1734	-0.1322
O	0.0118	0.0053	0.0792
O	-0.0054	-0.048	-0.0375
O	0.2832	-0.1708	-0.0564
O	0.0707	-0.1391	0.1656
O	0.034	0.0221	-0.1192
O	-0.0354	0.016	-0.0903
O	-0.0266	-0.0794	-0.0026
O	-0.0372	-0.0416	-0.0232
O	-0.029	-0.1284	-0.313
O	0.0242	-0.1173	0.2064
O	-0.0393	-0.0471	0.1203
O	0.001	0.0431	0.1534
O	0.0087	0.0266	0.1024
O	0.017	-0.0734	0.2224
O	0.042	-0.0621	-0.0245
O	0.0853	0.0176	-0.1517
O	0.039	0.0448	0.1226
O	-0.0872	0.0651	0.1375
O	-0.0031	0.0552	0.0143
O	-0.187	-0.1281	-0.214
O	0.0573	-0.049	-0.1975
O	0.101	0.1253	0.2406
O	0.0666	-0.0028	0.2202
O	-0.0235	-0.0675	-0.057
O	0.0634	-0.0455	-0.0303
O	0.0207	0.0546	-0.0121
O	0.0169	-0.0261	0.2286
O	-0.1234	-0.1769	0.0106
O	0.0238	0.1909	-0.1204
O	0.0602	0.0435	-0.1384
O	0.0049	0.2367	0.2375
O	0.0227	-0.1297	0.3052
O	-0.1911	0.0654	0.1881
O	-0.0108	-0.0331	0.1098
O	-0.0459	0.1509	0.163
O	-0.1351	0.0877	0.358
O	-0.0291	0.024	-0.1157
O	0.0327	0.0273	-0.016
O	-0.3014	0.1169	0.1612
O	0.0656	-0.1404	0.019
O	-0.0619	0.0256	-0.1172
O	0.0423	0.0879	0.1367

The program warned: the cutoff lies below the one the program advises for these potential files.
